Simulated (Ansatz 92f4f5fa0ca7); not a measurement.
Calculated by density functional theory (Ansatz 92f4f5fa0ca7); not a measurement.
Periodic cell of 220 atoms, Si132O88, from a study of silicon, its oxide and their interface. The atomic structure is a simulated model.
This geometry differs little from another in the collection (a relaxation step or a small displacement).

Settings
functional: r2SCAN
potential files: Ansatz PAW
basis: plane waves
wave-function cutoff: 800 eV
density cutoff ratio: 5
exchange-correlation grid ratio: 1
k mesh: 1 x 1 x 1, shifted by 0.5 0.5 0 of a step
self-consistency stop: 1e-10 eV per atom in the density residual
occupations: fixed
spin: none
net charge: 0

Cell vectors (angstrom)
a	10.888	0	0
b	0	10.888	0
c	0	0	31.6284

Atoms and the computed forces on them: element, x, y, z (angstrom), force x, y, z (eV/angstrom)
Si	0.0708	-0.2584	0.3052	-0.0099	0.0097	-0.0864
Si	2.1742	2.2553	-0.3427	-0.0057	-0.0116	-0.1225
Si	-0.2193	5.8587	-0.2651	-0.0042	-0.0015	0.0156
Si	-1.0178	7.5146	-1.948	0.0091	0.0342	-0.1973
Si	4.1843	-1.3676	1.471	-0.0106	-0.0151	-0.021
Si	7.8584	3.1689	0.3165	0.0118	-0.0293	-0.0701
Si	6.108	4.8006	0.09	-0.0146	0.0031	-0.1
Si	6.79	6.7238	1.3156	-0.0013	0.0027	0.0087
Si	1.268	1.2765	1.5292	0.0015	0.0036	0.008
Si	4.1944	4.0704	1.2656	-0.0148	-0.0155	-0.0295
Si	2.7344	5.4548	2.578	-0.0069	0.0062	0.0001
Si	5.3957	10.4378	-0.2462	-0.0171	-0.006	-0.1282
Si	6.7595	1.53	1.4863	-0.0145	-0.0106	-0.0268
Si	9.5709	4.3288	1.2681	0.0126	0.0114	-0.0039
Si	7.8095	8.4019	0.0457	-0.0013	0.0099	-0.0932
Si	9.3709	9.4454	1.4629	0.0007	-0.0009	0.0052
Si	-0.0361	2.8386	2.6689	-0.0068	-0.0015	-0.0044
Si	2.721	-0.0501	2.7791	-0.0043	0.0013	-0.002
Si	-0.1044	8.1244	2.7979	0.0043	-0.002	-0.0023
Si	1.1735	6.7765	1.3604	-0.0057	-0.0087	0.0049
Si	5.3257	2.7239	2.8552	-0.0038	-0.0039	0.0012
Si	8.0901	0.0315	2.7421	0.0011	-0.0019	-0.0003
Si	5.4759	8.0981	2.7758	0.0006	-0.0057	-0.0025
Si	8.1809	5.4956	2.7645	0.0021	-0.0032	-0.0007
Si	1.3944	4.1149	4.0232	-0.0007	0.0005	-0.0011
Si	4.0376	1.3067	4.1729	0.0004	-0.0002	-0.0002
Si	1.31	9.5079	4.1022	-0.0023	-0.0012	0.0004
Si	4.0367	6.7859	4.0698	0.0022	-0.0033	0.0004
Si	6.7859	4.103	4.0985	-0.0004	0.0012	-0.0003
Si	9.479	1.4426	4.0424	0.0037	0.0007	0.0007
Si	6.8028	9.5051	4.1134	-0.0004	0.0017	-0.0003
Si	9.4967	6.7908	4.1909	-0.0023	-0.0004	-0.0005
Si	-0.039	0.0466	5.4127	0.001	0.0011	-0.0001
Si	2.6876	2.7348	5.437	-0.0004	-0.0011	0.0013
Si	0.0247	5.419	5.4503	0.0004	0.0003	0.0005
Si	2.6884	8.1558	5.4541	-0.0002	-0.0008	-0.0002
Si	5.44	-0.0398	5.479	-0.0019	-0.0011	0.0006
Si	8.1391	2.7377	5.4646	0	-0.0014	0.0004
Si	5.4159	5.4492	5.4502	-0.0006	-0.0002	0.0009
Si	8.1434	8.1746	5.4908	0.0004	0.0004	0.0001
Si	1.3308	1.3963	6.7913	-0.0001	-0.0008	0.0003
Si	4.0781	4.0566	6.8006	-0.0011	0.0001	0.0004
Si	1.352	6.7918	6.8204	-0.0013	0	0.0005
Si	4.0742	9.5038	6.8242	-0.0009	-0.0003	0.0002
Si	6.7962	1.3444	6.8149	-0.0006	0.0003	-0.0001
Si	9.5323	4.082	6.8117	-0.0013	-0.0014	-0.0005
Si	6.7855	6.8044	6.8215	-0.0015	-0.0011	0.0008
Si	9.5086	9.5489	6.7914	-0.001	-0.001	0.0004
Si	0.0006	2.7435	8.1832	-0.0013	-0.0012	0.0022
Si	2.7372	0.0552	8.1258	0.0001	-0.0008	0.0001
Si	-0.0416	8.1639	8.1411	0.0006	-0.0024	0.0003
Si	2.7386	5.4344	8.1547	-0.0005	-0.0004	0.0015
Si	5.4505	2.7122	8.1717	-0.0019	-0.0023	0.0004
Si	8.1535	-0.015	8.1708	-0.0015	-0.001	0.0017
Si	5.4374	8.1408	8.1913	-0.002	-0.0008	0.0015
Si	8.1696	5.4432	8.1683	-0.0004	-0.0006	0.0007
Si	1.3747	4.1208	9.5383	-0.001	0.0007	0.0001
Si	4.1002	1.3814	9.5603	-0.0026	-0.0001	-0.0001
Si	1.3572	9.5566	9.3905	-0.0007	-0.0005	-0.0006
Si	4.1212	6.737	9.5386	0.0008	-0.0021	-0.0013
Si	6.8114	4.0787	9.5246	-0.0019	-0.0001	-0.0004
Si	9.5197	1.3598	9.4895	-0.0015	-0.0013	0.0008
Si	6.8037	9.5017	9.5443	-0.0016	-0.0008	0.0002
Si	9.5129	6.7928	9.5579	-0.0012	0.0009	-0.0001
Si	0.0466	0.016	10.7724	0.0016	-0.0046	0.0013
Si	2.7824	2.83	10.902	0.0028	-0.0021	0.0009
Si	0.0361	5.4741	10.9356	-0.0012	-0.0003	-0.0001
Si	2.696	8.1766	10.6897	-0.0017	-0.0012	0.0016
Si	5.4452	-0.0369	10.9076	-0.0019	0.0004	0.0008
Si	8.1744	2.7109	10.8505	-0.0041	0.0004	0.0008
Si	5.4845	5.3883	10.9685	-0.0013	-0.0001	0.0017
Si	8.1226	8.116	10.9312	0.0005	-0.0044	0.0007
Si	1.4086	1.4015	12.0987	-0.0051	0.0021	0.0023
Si	4.1044	4.1213	12.4374	-0.0039	-0.0019	-0.0001
Si	3.0909	5.9781	13.6463	-0.0084	-0.0014	0.0033
Si	4.9343	7.7949	13.6019	0.0015	0.0016	0.0029
Si	6.8302	1.36	12.2248	0.0058	-0.0038	0.001
Si	9.5386	4.0416	12.222	0.0029	-0.0071	0.0019
Si	6.7676	6.7682	12.397	-0.0012	0.004	-0.0011
Si	9.6255	9.4923	12.0897	-0.0008	0.0039	0.0005
Si	0.0669	2.6717	13.5385	-0.0028	-0.0004	-0.0085
Si	2.6882	-0.0177	13.4299	-0.0009	-0.0038	0.0073
Si	1.0214	10.1314	14.9228	-0.0269	0.0028	-0.0836
Si	1.4601	6.926	12.1988	0	-0.0036	0.0041
Si	4.4042	0.6984	14.837	0.0236	-0.0003	-0.0786
Si	8.9078	2.4042	17.0255	-0.0022	-0.0001	-0.2544
Si	4.0053	9.4139	12.1319	0.0036	-0.001	0.0029
Si	10.9961	8.3024	13.5932	0.0014	-0.0022	0.002
Si	1.1856	5.2031	15.0126	0.0026	0.002	-0.1317
Si	6.8845	3.8993	15.0194	0.0052	-0.0163	-0.1217
Si	-0.863	6.5375	14.7423	0.0221	-0.0243	-0.0828
Si	0.2332	4.5687	17.7746	-0.0085	0.0399	-0.2463
Si	5.4508	2.5697	13.7226	-0.0006	0.0009	0.0028
Si	8.3177	-0.0339	13.4124	0.0027	0.0053	-0.0109
Si	5.8698	9.6592	14.894	-0.0159	0.0055	-0.1206
Si	8.2449	5.3588	13.6689	-0.0019	0.001	0.0061
Si	-3.6128	-2.9678	19.6846	-0.021	0.005	-0.2508
Si	10.0643	1.3062	27.1952	0.0219	0.0188	-0.2642
Si	-8.8217	8.2114	31.455	0.0013	-0.0015	-0.1114
Si	6.6846	-7.3503	21.9365	0.0237	0.0159	-0.2169
Si	5.515	5.4447	28.6736	0.0025	-0.0017	-0.2499
Si	24.7534	10.5444	17.3263	0.0005	-0.0151	-0.2917
Si	11.0198	-8.8957	24.614	-0.0149	0.0075	-0.301
Si	10.0714	11.7188	14.767	0.0232	-0.0155	-0.0762
Si	9.2787	-9.6435	19.6935	-0.0117	0.0443	-0.2622
Si	5.0894	0.7832	26.8596	0.0184	-0.0082	-0.2422
Si	-0.794	-11.7999	23.8476	0.023	0.0156	-0.2914
Si	-9.7049	-1.8116	21.8938	-0.0176	0.0607	-0.2486
Si	7.8894	8.524	25.6146	0.0066	0.0394	-0.249
Si	-16.1618	-5.6692	19.9133	0.0405	0.056	-0.2697
Si	9.3188	9.4969	21.0475	-0.0669	-0.034	-0.2555
Si	15.1262	5.11	22.4366	0.0511	-0.0131	-0.25
Si	-14.3028	-5.3089	26.4516	-0.0186	0.0064	-0.2145
Si	8.9555	-4.3369	17.6331	0.042	-0.0155	-0.2258
Si	11.6737	-1.3231	28.036	-0.005	0.0222	-0.2222
Si	-1.7567	-9.619	29.82	-0.005	-0.0256	-0.2166
Si	3.0652	-3.2636	23.6143	0.0438	-0.0015	-0.2709
Si	0.9123	4.5391	29.8099	0.0199	-0.0162	-0.1694
Si	-16.5844	-1.0662	24.429	-0.0265	-0.005	-0.2581
Si	16.2916	8.7156	17.5981	-0.0092	0.034	-0.2284
Si	-5.7281	3.7363	26.2468	-0.044	-0.0324	-0.2529
Si	-7.5737	11.0312	29.1778	-0.0022	-0.0005	-0.228
Si	2.7307	0.6017	20.3847	-0.0326	0.016	-0.2921
Si	16.9254	5.6796	17.1547	0.0183	0.0089	-0.2343
Si	-5.8796	1.0348	22.3465	0.0004	0.0269	-0.2571
Si	-3.0829	-0.2958	27.6761	-0.0344	-0.033	-0.2052
Si	1.4305	-14.6176	26.2775	0.0314	0.011	-0.2816
Si	13.7869	-4.3596	28.9639	0.0386	-0.0024	-0.2134
Si	-7.7657	2.9734	23.9759	0.0032	-0.0274	-0.2622
Si	-12.257	-7.8485	22.0784	0.0018	-0.0073	-0.2872
Si	11.6836	13.7313	20.0837	0.0113	0.0261	-0.2445
Si	10.1783	5.4356	27.4151	-0.0197	-0.0162	-0.2436
O	-7.8765	4.1292	-8.7968	-0.0194	-0.0349	0.1161
O	-15.3184	-6.9579	-11.2487	0.0093	-0.0445	0.1413
O	-3.0657	-3.9733	-6.022	-0.0025	-0.0525	0.0928
O	-12.6303	-11.2424	-11.825	0.0166	-0.04	0.1108
O	-7.3218	8.457	0.3471	0.0193	0.0187	0.0491
O	-6.9169	1.7568	-8.2818	-0.0432	0.0433	0.1251
O	1.2326	9.6085	-0.269	-0.0125	0.004	0.0522
O	-0.209	2.3677	-5.4856	-0.0371	-0.0101	0.18
O	5.9589	1.0271	0.1024	0.0173	0.0172	0.0552
O	2.1081	-8.7969	-10.9883	0.0269	-0.0156	0.0909
O	-2.8605	-2.3704	-10.6568	0.0551	0.0426	0.1213
O	9.2739	-11.5067	-9.1603	0.0298	0.0175	0.1966
O	4.7688	4.3713	-3.9399	0.0027	0.0575	0.1488
O	19.1156	2.3735	-1.0826	-0.0316	0.0528	0.1101
O	22.7992	3.0889	-1.1332	0.0088	-0.0215	0.0711
O	-0.7961	3.5091	17.0957	0.0171	0.0066	0.0893
O	-4.0907	5.9995	27.8652	-0.0406	0.0028	0.1301
O	14.7549	-12.57	17.5986	-0.0006	-0.0069	0.0816
O	7.65	5.6104	17.3871	-0.0111	0.011	0.0859
O	-1.9641	1.8403	21.1504	-0.0024	0.0461	0.1483
O	1.2703	-5.7857	16.6459	-0.029	-0.0408	0.1637
O	-4.318	-4.364	20.0616	-0.0266	-0.0434	0.0934
O	6.4019	15.5154	25.6734	0.0181	0.0175	0.0979
O	6.2033	-1.3112	16.4919	0.0041	-0.0376	0.1499
O	12.5363	-11.688	16.4745	0.064	0.0081	0.1417
O	10.1628	-5.1423	18.3511	0.0008	-0.0054	0.0852
O	28.2968	-12.7093	24.9353	0.0533	-0.0253	0.1029
O	7.6927	13.8755	16.1205	0.0442	-0.0256	0.1111
O	17.1821	1.9824	22.0997	-0.0263	-0.0309	0.0775
O	3.8148	0.7254	16.4044	-0.0438	-0.0287	0.1425
O	-16.1027	-19.5535	26.4357	0.0046	-0.0144	0.0852
O	5.485	7.1876	17.0664	0.0078	-0.0223	0.0836
O	8.8663	4.7808	26.7191	0.0423	0.0086	0.0862
O	-0.2692	11.3219	24.5335	0.0071	0.0397	0.1132
O	10.0685	-8.1743	23.5398	0.0598	-0.0426	0.1961
O	3.87	-7.2352	25.2526	0.0739	0.0279	0.1679
O	15.1383	0.6665	20.9464	0.0659	0.0137	0.1484
O	6.113	-2.0202	19.0439	0.056	-0.0182	0.1363
O	17.1213	10.8463	27.6046	0.0314	-0.007	0.0832
O	10.7657	8.726	20.9578	0.0442	0.006	0.1043
O	12.5556	13.27	24.3292	-0.0246	-0.009	0.0915
O	-12.1482	6.6272	28.355	0.006	0.046	0.1564
O	0.5927	-1.6001	23.384	-0.0352	0.0083	0.1408
O	33.7988	3.9365	18.9459	0.0202	-0.0684	0.1556
O	24.4435	0.288	18.7829	-0.0104	0.0473	0.2352
O	3.9381	-2.0238	24.1266	0.0253	0.0206	0.0913
O	5.6587	4.4219	22.8222	-0.0306	0.0078	0.1007
O	-8.4663	-16.7087	29.4723	-0.0405	-0.0182	0.0801
O	-15.9863	-6.0133	15.781	-0.02	0.0511	0.1279
O	25.8986	28.24	23.2668	-0.0314	0.0538	0.1074
O	2.2982	-2.948	22.1917	0.038	-0.0338	0.1268
O	-2.4854	-8.9841	18.4865	0.0133	-0.0449	0.1817
O	-2.6049	-10.8676	29.1868	0.028	0.0378	0.1293
O	-10.7413	0.0528	27.498	0.0193	-0.0399	0.0943
O	0.9197	-13.1446	26.7082	-0.0133	0.0361	0.1243
O	-11.0537	-2.078	29.1304	-0.0451	-0.0606	0.1201
O	9.526	22.88	16.2918	-0.0339	0.0392	0.1295
O	-8.6476	-11.8359	28.6483	0.0328	0.0138	0.0851
O	5.237	-5.9058	18.3643	-0.0203	-0.0154	0.1725
O	-15.126	20.3244	31.2156	0.0023	-0.0131	0.0513
O	-1.7039	-1.8526	24.7733	-0.0712	-0.0537	0.1474
O	-12.2629	7.0896	16.217	-0.0495	0.0001	0.1643
O	-2.6843	3.9476	22.3243	0.0004	0.0019	0.0833
O	4.5567	-0.5141	29.983	0.0437	-0.0122	0.1212
O	-6.3877	-4.233	29.0131	-0.0082	0.0044	0.0714
O	-2.4538	-2.8958	30.2215	-0.0241	0.0036	0.0971
O	2.0784	-3.7311	24.7987	-0.0783	-0.0232	0.2017
O	-6.2292	-0.026	25.5352	0.0023	0.0584	0.1647
O	-0.0975	14.4842	21.2181	-0.0594	0.0026	0.1416
O	8.444	-3.1351	18.5623	-0.0392	0.0418	0.1304
O	-20.7207	-18.1043	14.422	-0.0012	0.0255	0.0464
O	32.044	0.6006	30.7326	0.0432	-0.0323	0.1073
O	-8.3974	-4.1575	27.4159	0.0371	-0.0227	0.162
O	-1.0761	2.06	28.587	-0.0237	0.0077	0.1449
O	1.8838	10.3812	21.2163	-0.0326	-0.0707	0.1206
O	10.8136	1.6585	19.3849	0.0047	-0.0027	0.0982
O	-10.6622	6.0748	26.2514	-0.0326	-0.0242	0.1088
O	-3.5445	-1.1036	14.2152	-0.0174	-0.004	0.0422
O	-2.8356	-1.8062	27.1319	0.0096	0.042	0.1338
O	3.3862	3.2325	31.7301	0.0283	0.0236	0.0554
O	11.0313	4.4568	28.3684	0.0417	-0.0057	0.1552
O	-7.0447	-9.956	27.8609	-0.0555	-0.0228	0.1436
O	4.2872	5.3814	20.8274	-0.0484	-0.0133	0.1685
O	-5.336	-0.3063	23.0446	0.0023	-0.0627	0.1488
O	24.4313	12.0773	30.1847	-0.0335	0.0464	0.1114
O	2.1954	7.5883	29.9511	-0.0332	0.0363	0.1262
O	5.9391	4.8081	30.079	0.0282	-0.0268	0.1822
O	-2.2599	0.7135	26.686	-0.0055	-0.007	0.1009

Results
free energy: -134620.709 eV
free energy less fixed offsets of O -570.45, Si -639.56 eV per atom: 0.811 eV

The program warned: the cutoff lies below the one the program advises for these potential files; the forces do not sum to zero within the program's tolerance; empty levels may hold ghost states of the PAW files; the exchange-correlation potential is rough where the density is thin.
